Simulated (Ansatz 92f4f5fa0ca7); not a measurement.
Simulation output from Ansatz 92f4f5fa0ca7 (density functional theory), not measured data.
Periodic cell of 213 atoms, Si132O80H1, from a study of silicon, its oxide and their interface. The atomic structure is a simulated model.
Doubt: the cutoff is low for norm-conserving oxygen, so forces and energies are approximate.
Doubt: the program's own warning below bears on the result.

Settings
functional: HSE06
potential files: SPMS norm-conserving
basis: plane waves
wave-function cutoff: 800 eV
density cutoff ratio: 4
exchange-correlation grid ratio: 1
k mesh: 1 x 1 x 1, Gamma-centred
occupations: fixed
spin: none
net charge: +1 e, with a uniform compensating background and no finite-size correction

Cell vectors (angstrom)
a, 10.938, 0, 0
b, 0, 10.938, 0
c, 0, 0, 31.1881

Atoms: element, x, y, z (angstrom)
Si, -0.4839, 0.2943, 23.827
Si, 6.1561, -0.4395, 23.5961
Si, 2.2506, 3.2439, 23.896
Si, 8.819, 2.1556, 23.9267
Si, 0.4396, 4.8578, 24.0113
Si, 5.0999, 5.9918, 23.6625
Si, 3.3272, 7.7187, 23.7844
Si, 7.9163, 8.74, 23.7887
Si, 1.3763, 1.3083, 24.9461
Si, 6.9139, 1.3016, 25.0202
Si, 4.1509, 4.1728, 24.948
Si, 9.6019, 3.9785, 25.1961
Si, 1.4508, 6.7955, 24.9826
Si, 6.8797, 6.9007, 24.938
Si, 4.2862, 9.567, 24.8954
Si, 9.5408, 9.6137, 25.2393
Si, 2.8037, -0.0467, 26.2972
Si, 8.1749, 0.0224, 26.5269
Si, 0.0775, 2.634, 26.475
Si, 5.4882, 2.7282, 26.319
Si, 2.7704, 5.4504, 26.422
Si, 8.1914, 5.4753, 26.3631
Si, 0.0504, 8.16, 26.3796
Si, 5.5215, 8.2008, 26.4012
Si, 4.1018, 1.3673, 27.7698
Si, 9.5708, 1.3673, 27.7698
Si, 1.3673, 4.1018, 27.7698
Si, 6.8362, 4.1018, 27.7698
Si, 4.1018, 6.8362, 27.7698
Si, 9.5708, 6.8362, 27.7698
Si, 1.3673, 9.5708, 27.7698
Si, 6.8362, 9.5708, 27.7698
Si, 0, 0, 29.1371
Si, 5.469, 0, 29.1371
Si, 2.7345, 2.7345, 29.1371
Si, 8.2035, 2.7345, 29.1371
Si, 0, 5.469, 29.1371
Si, 5.469, 5.469, 29.1371
Si, 2.7345, 8.2035, 29.1371
Si, 8.2035, 8.2035, 29.1371
Si, 1.3673, 1.3673, 30.5043
Si, 6.8362, 1.3673, 30.5043
Si, 4.1018, 4.1018, 30.5043
Si, 9.5708, 4.1018, 30.5043
Si, 1.3673, 6.8362, 30.5043
Si, 6.8362, 6.8362, 30.5043
Si, 4.1018, 9.5708, 30.5043
Si, 9.5708, 9.5708, 30.5043
Si, 2.7345, 0, 0.6835
Si, 8.2035, 0, 0.6835
Si, 0, 2.7345, 0.6835
Si, 5.469, 2.7345, 0.6835
Si, 2.7345, 5.469, 0.6835
Si, 8.2035, 5.469, 0.6835
Si, 0, 8.2035, 0.6835
Si, 5.469, 8.2035, 0.6835
Si, 4.1018, 1.3673, 2.0507
Si, 9.5708, 1.3673, 2.0507
Si, 1.3673, 4.1018, 2.0507
Si, 6.8362, 4.1018, 2.0507
Si, 4.1018, 6.8362, 2.0507
Si, 9.5708, 6.8362, 2.0507
Si, 1.3673, 9.5708, 2.0507
Si, 6.8362, 9.5708, 2.0507
Si, 0, 0, 3.418
Si, 5.469, 0, 3.418
Si, 2.7345, 2.7345, 3.418
Si, 8.2035, 2.7345, 3.418
Si, 0, 5.469, 3.418
Si, 5.469, 5.469, 3.418
Si, 2.7345, 8.2035, 3.418
Si, 8.2035, 8.2035, 3.418
Si, 1.379, 1.3469, 4.7626
Si, 6.7972, 1.4309, 4.878
Si, 4.0835, 4.1301, 4.773
Si, 9.5989, 4.0987, 4.8345
Si, 1.3526, 6.8, 4.8386
Si, 6.7847, 6.897, 4.6933
Si, 4.0413, 9.6117, 4.8409
Si, 9.4519, 9.6519, 4.7037
Si, 2.6772, 0.0317, 6.2754
Si, 8.126, -0.0067, 6.234
Si, 0.0593, 2.6815, 6.1875
Si, 5.4858, 2.9158, 6.2553
Si, 2.6575, 5.3335, 6.2449
Si, 8.1767, 5.5796, 6.0554
Si, -0.1101, 8.2791, 5.9992
Si, 5.3777, 8.1592, 6.1177
Si, 3.7643, 1.8137, 7.4365
Si, 10.0181, 0.8984, 7.3524
Si, 1.8429, 3.4487, 7.5886
Si, 6.3835, 4.9461, 7.4
Si, 4.4223, 6.3765, 7.3592
Si, 8.9073, 7.5322, 7.1669
Si, 0.6938, 10.0257, 7.3021
Si, 7.0745, 9.1187, 7.4158
O, 0.52, 9.2243, 8.8
O, 1.2139, 3.6629, 9.1479
O, 9.7723, 1.3114, 8.9656
O, 6.5859, 9.1835, 9.0148
O, 4.5332, 1.2157, 8.7912
O, 3.8671, 6.6929, 8.8958
O, 7.0456, 5.4633, 8.8952
O, 9.1772, 7.3657, 9.0096
O, 2.2883, 3.2193, 22.2016
O, 6.0222, 11.0714, 22.0201
O, 8.4574, 2.6695, 22.4035
O, 0.0309, 4.6679, 22.3736
O, 8.7385, 8.4554, 22.3522
O, 2.8969, 8.1839, 22.2394
O, 5.6508, 5.6922, 22.1108
O, 10.5945, 10.4357, 22.3463
Si, 1.3619, 4.3577, 21.4441
Si, 1.5253, 3.7225, 15.7217
Si, 8.7418, 0.6121, 10.02
Si, 6.2193, 0.8283, 20.5496
Si, 0.3548, 13.3848, 19.3725
Si, 4.0732, 6.803, 10.5085
Si, 10.0992, 9.0384, 21.6237
Si, 3.6545, 7.5779, 19.0287
Si, 8.6344, 5.4525, 19.4278
Si, 5.1107, 14.0875, 19.0826
Si, 0.2218, 10.6342, 14.6649
Si, 6.0144, 9.3145, 10.5571
Si, -2.4435, 1.9079, 12.9703
Si, 4.8358, 10.2619, 18.1417
Si, 8.3107, 0.1538, 15.3956
Si, 6.1913, 3.6377, 13.9897
Si, 12.7742, 7.3868, 21.2813
Si, -3.7368, 8.7036, 16.7349
Si, 0.5668, 2.3234, 13.2608
Si, 5.9544, 6.6229, 14.8537
Si, 3.1883, 6.3781, 16.2911
Si, 7.0212, 13.4167, 16.5684
Si, 1.5181, 3.723, 10.7687
Si, 8.2789, 5.9935, 9.8129
Si, 1.0904, 6.75, 11.5968
Si, 7.523, 7.6493, 12.4134
Si, 8.816, 2.5004, 20.8366
Si, 2.784, 12.7061, 17.7978
Si, 5.7057, 5.8949, 20.4897
Si, 5.677, 1.2337, 9.9543
Si, 4.6211, 3.8374, 11.4312
Si, -0.5437, 7.9519, 13.7811
Si, -0.7025, 8.6728, 9.7156
Si, -1.2606, 3.8335, 17.0975
Si, 0.6377, 8.3304, 16.3702
Si, -1.3315, 8.2135, 18.8361
O, 4.856, 3.6707, 13.0375
O, 9.238, -1.0123, 10.0617
O, 1.9852, 7.4551, 16.2542
O, 1.4078, 3.4323, 14.1107
O, 8.2067, 8.4689, 18.0067
O, 5.0894, 4.6156, 19.7278
O, 0.928, 5.1672, 11.2561
O, 2.145, 5.7871, 21.4874
O, 0.0362, 4.2499, 16.1954
O, 4.8198, 5.4289, 11.0375
O, -1.2959, 6.7439, 19.5953
O, 6.2915, 7.3884, 13.4405
O, 3.6762, 3.0096, 18.3478
O, 5.851, 9.5649, 17.0681
O, 8.9428, 7.5799, 13.1776
O, 5.5771, 2.7077, 10.683
O, 11.2857, 7.8991, 21.7058
O, 6.3249, 13.8634, 17.9759
O, -3.7347, 9.0675, 11.6612
O, 0.833, 2.5332, 11.6516
O, 7.4753, 11.8442, 16.5874
O, -0.6696, 2.7155, 18.1298
O, 5.991, 2.6837, 15.3026
O, 10.3243, 1.8823, 20.5703
O, 4.8248, 7.2112, 20.1055
O, 5.3852, -0.1284, 10.8376
O, 5.2327, 2.1162, 20.3455
O, 9.9262, 11.3, 15.5179
O, -3.0334, 11.6477, 13.9118
O, 3.8004, 6.5054, 17.7998
O, 9.3561, 4.8186, 10.0566
O, 7.6773, 6.5367, 11.1977
O, 1.0048, 14.8012, 19.9316
O, 3.8509, 11.4676, 17.567
O, -2.971, 9.5107, 15.5302
O, 2.1652, 7.598, 19.7063
O, 7.4129, 3.1287, 13.0151
O, 8.4326, 3.2419, 16.218
O, -1.9888, 16.0133, 17.8645
O, 0.6744, 7.0456, 13.1386
O, 8.7639, 4.0324, 20.2382
O, 7.2037, 6.0838, 19.881
O, -4.1659, 7.2568, 16.1121
O, 3.1063, 3.5049, 10.9791
O, 2.6231, 4.8859, 15.984
O, 4.3503, 6.6883, 15.1723
O, 10.9372, 7.7285, 10.8168
O, 11.9498, 11.7779, 13.8085
O, 5.7849, 10.7061, 19.3914
O, -0.041, 8.3893, 17.8409
O, 2.6337, 7.101, 11.2311
O, -0.2936, -1.3835, 13.5285
O, 2.0327, 24.2067, 16.4448
O, 7.7421, 1.3923, 20.2713
O, 1.5729, 12.3915, 18.8872
O, -4.4515, 5.1083, 14.6072
O, -3.7062, 0.9691, 9.427
O, 9.7566, 9.3139, 20.0446
O, -6.007, 8.1405, 10.8167
O, 1.0854, 9.8134, 15.7869
O, -1.0331, 2.5154, 13.4983
O, 3.7862, 9.1158, 18.5627
O, -0.4992, 7.6703, 15.3817
O, 8.7798, 1.2582, 11.4964
H, 10.0853, 4.6162, 9.4485

Results
free energy: -50807.654 eV
free energy less fixed offsets of H -15.86, O -447.96, Si -113.29 eV per atom: -0.714 eV
gap between the highest filled and lowest empty level on this k mesh: 1.186 eV

The program warned: the cutoff lies below the one the program advises for these potential files; the model core charge is not resolved on the grid; the forces do not sum to zero within the program's tolerance; the exchange-correlation potential is rough where the density is thin.
